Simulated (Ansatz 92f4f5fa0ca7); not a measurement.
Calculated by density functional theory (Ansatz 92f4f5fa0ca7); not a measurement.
Periodic cell of 297 atoms, Si195O102, from a study of silicon, its oxide and their interface. The atomic structure is a simulated model.
Doubt: the cutoff is far below the 930 eV that the study's wrapper takes by default for these files, so forces and energies are approximate.
This geometry differs little from another in the collection (a relaxation step or a small displacement).

Settings
functional: PBE
potential files: Ansatz PAW
basis: plane waves
wave-function cutoff: 580 eV
density cutoff ratio: 5
exchange-correlation grid ratio: 1
k mesh: 1 x 1 x 1, Gamma-centred
self-consistency stop: 5e-08 eV per atom in the density residual
occupations: fixed
spin: none
net charge: 0

Cell vectors (angstrom)
a, 11.6015, 0, 0
b, 0, 10.938, 0
c, 0, 0, 41.7933

Atoms and the computed forces on them: element, x, y, z (angstrom), force x, y, z (eV/angstrom)
Si, 0, 0, 0.9665, -0.0022, 0.0256, -0.005
Si, 3.8672, 0, 0.9665, 0.0011, 0.0759, -0.002
Si, 7.7343, 0, 0.9665, 0.0049, 0.0098, 0.0018
Si, 1.9336, 1.3673, 0.9665, -0.0043, -0.0599, -0.0044
Si, 5.8008, 1.3673, 0.9665, 0.0081, -0.0493, 0.0081
Si, 9.6679, 1.3673, 0.9665, -0.0059, -0.0047, 0.0002
Si, 0, 5.469, 0.9665, -0.007, 0.0034, 0.0101
Si, 3.8672, 5.469, 0.9665, -0.0089, 0.0436, -0.0155
Si, 7.7343, 5.469, 0.9665, 0.0139, 0.0362, -0.001
Si, 1.9336, 6.8362, 0.9665, -0.0029, -0.0413, 0.0056
Si, 5.8008, 6.8362, 0.9665, -0.0095, -0.0866, 0.0076
Si, 9.6679, 6.8362, 0.9665, 0.0164, 0.0053, 0.0021
Si, 1.9336, 2.7345, 40.8262, 0.0074, 0.0731, -0.0137
Si, 5.8008, 2.7345, 40.8262, -0.0074, 0.032, 0.0075
Si, 9.6679, 2.7345, 40.8262, 0.0289, -0.002, 0.0241
Si, 0, 4.1018, 40.8262, 0.0189, 0.0242, 0.0266
Si, 3.8672, 4.1018, 40.8262, 0.0174, -0.067, -0.0129
Si, 7.7343, 4.1018, 40.8262, -0.0019, -0.0354, -0.0011
Si, 1.9336, 8.2035, 40.8262, 0.0097, 0.0512, -0.0228
Si, 5.8008, 8.2035, 40.8262, 0.0243, 0.0885, -0.0263
Si, 9.6679, 8.2035, 40.8262, 0.0096, -0.0152, 0.0157
Si, 0, 9.5708, 40.8262, 0.0123, -0.023, 0.0164
Si, 3.8672, 9.5708, 40.8262, 0.0046, -0.0909, -0.0189
Si, 7.7343, 9.5708, 40.8262, 0.0192, 0.006, 0.0134
Si, 0, 0, 4.8337, 0.0044, 0.0325, -0.0269
Si, 3.8672, 0, 4.8337, -0.0451, -0.0612, 0.1564
Si, 7.7343, 0, 4.8337, -0.0601, -0.0141, -0.068
Si, 1.9336, 1.3673, 4.8337, 0.0481, -0.0094, 0.0248
Si, 5.8008, 1.3673, 4.8337, 0.0052, -0.052, 0.1964
Si, 9.6679, 1.3673, 4.8337, -0.088, -0.0785, -0.1679
Si, 0, 5.469, 4.8337, 0.0159, 0.0536, -0.0288
Si, 3.8672, 5.469, 4.8337, 0.0359, -0.0025, -0.095
Si, 7.7343, 5.469, 4.8337, -0.09, 0.0062, 0.059
Si, 1.9336, 6.8362, 4.8337, -0.0199, -0.0602, 0.0057
Si, 5.8008, 6.8362, 4.8337, -0.0833, -0.0726, 0.2308
Si, 9.6679, 6.8362, 4.8337, -0.0191, -0.1237, -0.208
Si, 1.9336, 2.7345, 2.9001, -0.0041, 0.0388, -0.0164
Si, 5.8008, 2.7345, 2.9001, -0.0222, 0.0746, 0.0193
Si, 9.6679, 2.7345, 2.9001, -0.0014, -0.0184, -0.033
Si, 0, 4.1018, 2.9001, -0.0058, -0.013, 0.0045
Si, 3.8672, 4.1018, 2.9001, -0.0153, -0.0315, -0.0037
Si, 7.7343, 4.1018, 2.9001, -0.0101, -0.0451, 0.0182
Si, 1.9336, 8.2035, 2.9001, 0.0022, 0.0368, 0.0026
Si, 5.8008, 8.2035, 2.9001, -0.0017, 0.1064, 0.0345
Si, 9.6679, 8.2035, 2.9001, -0.0216, -0.0226, -0.0234
Si, 0, 9.5708, 2.9001, -0.0025, -0.0075, -0.017
Si, 3.8672, 9.5708, 2.9001, -0.0087, -0.0699, -0.0042
Si, 7.7343, 9.5708, 2.9001, -0.0068, -0.0017, -0.0095
Si, -0.1947, -0.1604, 30.2612, -0.0195, 0.0227, 0.004
Si, 6.0062, 0.3289, 29.7639, -0.0902, 0.0387, -0.1706
Si, 3.9754, -0.5136, 30.6528, -0.0375, -0.0977, 0.0494
Si, 2.4327, 1.1939, 30.1567, 0.0409, -0.0451, -0.0775
Si, 7.1919, 0.7888, 31.7214, 0.0828, -0.0346, 0.0388
Si, 9.1567, 1.8731, 31.102, 0.029, 0.0536, -0.0551
Si, -1.3286, 6.2358, 31.726, 0.1278, 0.0313, 0.1123
Si, 3.8903, 4.883, 30.9614, 0.01, 0.0752, -0.0907
Si, 8.8588, 3.6947, 29.6319, 0.0019, -0.0919, -0.0599
Si, 1.4352, 6.554, 30.4238, -0.0462, 0.002, -0.0225
Si, 6.2471, 6.8988, 31.0143, -0.0123, 0.0038, 0.0351
Si, 8.1252, 5.3792, 31.143, -0.0632, 0.0028, 0.0216
Si, 2.1781, 2.7534, 32.9923, -0.1553, -0.2022, -0.0568
Si, 6.1355, 2.5213, 33.0939, -0.0509, -0.0101, 0.0789
Si, 9.7433, 2.784, 33.2014, -0.0126, -0.1265, 0.05
Si, -0.3739, 4.5509, 33.2211, -0.0382, 0.0131, -0.2106
Si, 4.1681, 3.8715, 33.0547, 0.0697, 0.0628, 0.0043
Si, 7.8422, 4.1337, 33.1669, 0.0659, 0.0497, -0.019
Si, 2.0686, 8.2344, 33.147, 0.0288, 0.0798, -0.0428
Si, 6.0079, 8.277, 32.9778, 0.0252, 0.0411, -0.0081
Si, 9.7984, 8.226, 33.0691, 0.0195, -0.004, -0.0458
Si, 0.1319, 9.56, 33.2092, -0.0002, -0.0673, -0.0785
Si, 4.0248, 9.5947, 32.936, -0.0348, -0.0436, -0.0779
Si, 7.8382, 9.7454, 33.0559, -0.0506, -0.0053, 0.0143
Si, 0.0521, 0.033, 35.0714, -0.0068, 0.008, 0.0047
Si, 3.9366, 0.0133, 34.9259, -0.0692, 0.0226, 0.0055
Si, 7.8287, -0.0275, 35.1095, -0.0316, -0.0167, -0.0183
Si, 1.9692, 1.3873, 34.9422, 0.059, 0.0308, 0.0434
Si, 5.8958, 1.329, 35.0984, 0.0392, 0.0399, -0.0068
Si, 9.7262, 1.3677, 35.0906, -0.0359, 0.0679, -0.0402
Si, -0.0163, 5.6413, 35.1989, -0.0571, 0.0192, 0.1265
Si, 4.0011, 5.404, 34.9259, -0.0503, -0.0461, 0.0332
Si, 7.7922, 5.5384, 35.0583, -0.0837, -0.0776, 0.0057
Si, 2.0449, 6.7848, 35.0106, 0.0426, 0.0459, -0.0167
Si, 5.8682, 6.8788, 34.9411, 0.0108, 0.0319, -0.0155
Si, 9.6504, 6.9836, 35.1094, 0.0946, 0.0313, -0.073
Si, 1.99, 2.7438, 36.9164, 0.02, -0.0453, -0.0196
Si, 5.8417, 2.7464, 36.9788, 0.0081, -0.0386, 0.0006
Si, 9.707, 2.7681, 36.9826, 0.008, -0.0436, -0.0002
Si, 0.0469, 4.1093, 36.9873, -0.0092, 0.0241, -0.012
Si, 3.9255, 4.1147, 36.9304, -0.0038, 0.0251, -0.0012
Si, 7.7683, 4.1198, 36.9586, 0.0048, 0.0103, 0.0082
Si, 2.0054, 8.1919, 36.9435, 0.0005, -0.0668, -0.0027
Si, 5.813, 8.2027, 36.9272, 0.0046, -0.0452, 0.0187
Si, 9.689, 8.269, 37.0357, -0.0174, -0.0237, 0.0315
Si, 0.0603, 9.5546, 36.9679, 0.0233, 0.0653, -0.0001
Si, 3.9011, 9.5968, 36.91, 0.0087, 0.0528, -0.0073
Si, 7.7487, 9.5558, 37.0107, -0.0246, 0.0404, 0
Si, 0, 0, 38.8926, 0.1266, 0.0106, -0.0137
Si, 3.8672, 0, 38.8926, 0.0316, 0.0565, -0.2319
Si, 7.7343, 0, 38.8926, -0.1091, 0.1686, 0.2089
Si, 1.9336, 1.3673, 38.8926, 0.0544, 0.0936, -0.229
Si, 5.8008, 1.3673, 38.8926, 0.0632, -0.0013, 0.1474
Si, 9.6679, 1.3673, 38.8926, 0.009, 0.0026, -0.0159
Si, 0, 5.469, 38.8926, 0.0754, 0.0435, 0.2357
Si, 3.8672, 5.469, 38.8926, 0.0378, 0.0232, -0.1164
Si, 7.7343, 5.469, 38.8926, 0.0113, 0.0912, 0.0431
Si, 1.9336, 6.8362, 38.8926, 0.0756, -0.0048, -0.0366
Si, 5.8008, 6.8362, 38.8926, -0.0387, -0.0091, -0.164
Si, 9.6679, 6.8362, 38.8926, 0.0521, -0.1027, 0.1583
Si, 1.9301, 2.7345, 6.7742, 0.0111, -0.0239, -0.0185
Si, 5.7742, 2.7045, 6.8135, 0.0062, -0.0608, 0.0172
Si, 9.6328, 2.7539, 6.7241, 0.0156, -0.023, 0.0185
Si, -0.0186, 4.071, 6.7403, 0.0055, 0.0144, -0.0151
Si, 3.8767, 4.1017, 6.7608, -0.0297, 0.0229, -0.0077
Si, 7.6869, 4.1035, 6.7814, -0.0075, 0.0218, -0.0047
Si, 1.9007, 8.1787, 6.7813, -0.0122, -0.0188, 0.0051
Si, 5.759, 8.1786, 6.8188, 0.0009, -0.0102, -0.0241
Si, 9.6364, 8.2051, 6.7269, -0.0016, -0.0114, 0.0061
Si, -0.0284, 9.549, 6.7429, -0.0068, -0.0028, 0.0017
Si, 3.8341, 9.5618, 6.796, -0.0077, 0.0099, 0.0254
Si, 7.6842, 9.5371, 6.7393, 0.0106, 0.0258, 0.0216
Si, -0.0677, -0.0173, 8.6534, 0.0091, -0.0416, -0.0486
Si, 3.7912, -0.0378, 8.7712, -0.004, 0.0125, -0.0418
Si, 7.6843, -0.0261, 8.6435, -0.0048, -0.023, 0.0032
Si, 1.854, 1.3178, 8.6745, 0.039, 0.0491, 0.0137
Si, 5.7493, 1.3148, 8.7883, -0.0039, 0.0784, 0.0263
Si, 9.5985, 1.3428, 8.5955, -0.0689, 0.0299, -0.0015
Si, -0.0751, 5.3741, 8.6938, -0.0018, -0.0346, -0.0005
Si, 3.8643, 5.4875, 8.6811, 0.0615, -0.0375, 0.0296
Si, 7.6882, 5.4985, 8.7078, 0.0699, 0.0064, -0.0281
Si, 1.8771, 6.7255, 8.6738, -0.0637, 0.0462, -0.0644
Si, 5.8018, 6.9175, 8.8603, -0.0583, 0.0213, -0.0109
Si, 9.6455, 6.7882, 8.602, -0.0346, 0.0547, -0.0124
Si, 1.7739, 2.654, 10.6114, -0.0191, -0.0996, 0.0122
Si, 5.7597, 2.811, 10.6685, 0.0271, -0.0991, 0.0334
Si, 9.4614, 2.5792, 10.5838, -0.033, -0.0416, -0.0643
Si, -0.2043, 3.9591, 10.621, 0.0909, 0.0916, 0.0483
Si, 3.7325, 3.9702, 10.4761, 0.0471, 0.0638, -0.0114
Si, 7.6838, 4.1454, 10.6326, -0.0681, -0.0165, 0.0386
Si, 1.8587, 8.0533, 10.5935, 0.1044, -0.096, 0.0623
Si, 5.8357, 8.345, 10.8688, 0.0397, 0.0122, 0.0394
Si, 9.6764, 8.218, 10.4425, -0.0325, -0.047, 0.0327
Si, 0.0478, 9.4976, 10.53, -0.1519, 0.0875, 0.0054
Si, 3.7539, 9.4628, 10.6715, 0.0727, -0.0234, -0.0334
Si, 7.9057, 9.765, 10.684, 0.0147, 0.0229, -0.0373
Si, -0.222, -0.1078, 12.4521, 0.0675, 0.0577, 0.0573
Si, 3.4231, -0.358, 12.7262, 0.0057, 0.1326, 0.0436
Si, 9.138, 0.6238, 11.9286, 0.0027, -0.1145, 0.0189
Si, 1.7506, 1.3428, 12.6021, -0.0357, -0.0272, -0.0375
Si, 5.6203, 1.4445, 13.6293, 0.0469, 0.0288, 0.0241
Si, 8.5765, 0.8827, 14.166, 0.0814, 0.0112, 0.0284
Si, -0.3572, 5.3388, 12.5561, -0.0344, 0.0554, -0.0212
Si, 3.5672, 5.3161, 12.3341, 0.0284, 0.1446, 0.0146
Si, 7.8458, 5.3458, 12.7125, -0.006, 0.168, -0.0004
Si, 1.6475, 6.5857, 12.4806, -0.0721, -0.1058, 0.003
Si, 5.2125, 6.9531, 12.7597, 0.0573, -0.1807, -0.0285
Si, 9.5056, 6.9629, 12.407, -0.0666, -0.1013, 0.0039
O, 2.7936, 9.7238, 13.9887, -0.0039, -0.0409, -0.0018
O, 4.5687, 2.2209, 14.5935, -0.0196, 0.0037, 0.0033
O, 4.9675, 0.0131, 13.2059, -0.0081, -0.0562, -0.0318
O, 13.5517, 13.2634, 13.95, 0.0039, 0.013, 0.0114
O, 4.5318, 7.74, 14.0618, -0.0293, 0.0413, 0.0364
O, 9.556, 2.099, 14.7017, -0.0058, 0.0324, -0.0154
O, 8.3162, 4.3059, 13.9154, 0.0174, -0.0067, 0.0008
O, 3.5686, 4.4843, 13.7694, -0.0178, -0.0071, -0.0209
O, -0.6195, 4.3088, 13.8668, -0.0029, -0.0358, 0.0054
O, 8.9569, 10.4165, 14.9643, 0.0408, -0.0549, -0.0368
O, 1.8328, 7.2803, 13.991, 0.0446, 0.0228, -0.0226
O, 11.3048, 9.8872, 13.8451, -0.0512, -0.0312, -0.0212
O, 11.1127, 9.4533, 29.368, 0.0056, -0.0215, 0.015
O, 12.7395, 4.0067, 32.7866, 0.0203, 0.0087, 0.0028
O, 10.3822, 3.892, 28.979, -0.0013, 0.0087, -0.0009
O, 6.3536, 7.5589, 29.5031, -0.0326, 0.0098, -0.002
O, 2.4093, 9.4217, 27.4365, 0.0048, -0.0182, 0.0349
O, 5.6142, 1.6987, 28.9215, -0.033, 0.0195, 0.0523
O, 3.0006, 2.1901, 28.9708, 0.0353, 0.0351, -0.0149
O, 4.7119, 6.2951, 31.055, 0.0008, -0.061, 0.015
O, 6.8634, 10.3779, 28.6868, 0.0424, -0.0332, 0.0008
O, 1.7482, 7.338, 29.023, 0.0334, 0.0133, 0.0101
O, 4.6993, 3.9965, 29.8476, 0.0023, -0.0145, 0.0196
O, 14.8624, 4.3102, 23.1248, 0.0022, 0.004, -0.0095
Si, 13.8497, 8.2378, 17.6777, -0.0313, -0.0051, 0.0637
Si, 8.4097, 4.0719, 20.1949, 0.0062, 0.0044, -0.0085
Si, 4.437, 6.4979, 18.5797, -0.0215, -0.0044, 0.0031
Si, 5.744, 7.2687, 28.0056, -0.0078, -0.0244, -0.0331
Si, 14.9285, 10.277, 19.6468, -0.0094, -0.0026, 0.002
Si, 0.0128, 1.8877, 23.4419, 0.0006, -0.0026, 0.0308
Si, 8.7417, 9.4226, 19.3339, 0.0029, -0.0051, -0.0006
Si, 3.0359, 8.2206, 14.5762, 0.0139, -0.002, 0.0009
Si, 7.5306, -1.4207, 27.4755, 0.0126, 0.005, -0.0161
Si, 1.9784, 7.6922, 24.3587, 0.0014, -0.0041, 0.034
Si, 3.2188, 3.1444, 14.6037, 0.0132, 0.0083, -0.008
Si, 4.8388, 11.6917, 24.6868, 0.0112, 0.0008, 0.0271
Si, 11.7129, 6.6462, 26.3637, 0.0075, -0.0259, 0.0112
Si, 14.1621, 10.2114, 26.0214, -0.0048, 0.0154, -0.0141
Si, 7.6139, 11.7954, 25.4111, -0.0032, 0.0134, 0.0212
Si, 5.1525, 1.1132, 18.3657, -0.0049, 0.0179, 0.0162
Si, 10.8783, 3.9224, 27.4091, -0.0091, 0.0066, 0.0108
Si, 14.4237, 2.7583, 23.2387, -0.0058, -0.0087, 0.0266
Si, -0.6944, 6.8494, 23.5531, 0.0004, -0.0015, 0.0428
Si, 4.4786, 2.849, 28.7103, 0.0246, 0.0017, -0.0418
Si, 11.583, 11.9369, 26.2627, -0.002, 0.0115, 0.0135
Si, 8.3691, 8.1043, 22.0268, 0.0087, 0.012, 0.0166
Si, -0.9036, 7.8305, 17.3713, 0.0121, -0.0167, 0.0203
Si, 2.9339, 8.333, 28.5233, -0.0089, 0.0229, 0.0017
Si, 5.5088, 4.6363, 26.4331, 0.0202, -0.0076, 0.0056
Si, 13.1694, 1.0341, 21.1446, 0.0054, -0.0026, 0.0053
Si, 10.5668, 9.2864, 27.8348, -0.0079, 0.0035, -0.0473
Si, 8.1768, 3.4275, 26.7222, -0.0039, 0.0128, 0.0135
Si, 10.9438, 4.3065, 21.8177, 0.0082, -0.0016, 0.0058
Si, 17.7641, 5.9121, 21.2042, -0.0203, -0.0011, 0.0089
Si, 9.6589, 3.7365, 14.6653, 0.0138, -0.0307, -0.0025
Si, 10.0018, 9.1985, 14.5761, -0.0289, 0.0215, -0.0213
Si, 15.7571, 5.5594, 23.6586, -0.0061, 0.0059, 0.0423
Si, 10.0772, 4.6621, 17.7161, 0.0069, 0.004, -0.009
Si, 7.7445, 1.1263, 20.0679, -0.0133, -0.0056, 0.001
Si, 12.5063, 3.3143, 19.3471, 0.0041, 0.012, -0.0048
Si, 17.2633, -1.7865, 18.5509, 0.0081, -0.0011, 0.0042
Si, 7.0033, -0.213, 22.8577, -0.0029, 0.0192, 0.0245
Si, 3.5665, 3.6787, 17.5781, 0, 0.0008, 0.0183
O, 12.5208, 1.7164, 19.7825, -0.0005, -0.0066, 0.0004
O, 10.6332, 2.9643, 22.7047, -0.0016, -0.0001, -0.0037
O, 12.1721, -6.8171, 20.742, -0.0132, 0.0011, 0.0012
O, 9.7287, 4.2119, 16.2048, -0.0006, 0.0054, 0.0062
O, 10.6403, 6.532, 25.1331, -0.0028, 0.0042, -0.0171
O, 2.5549, 9.7011, 18.3309, 0.0133, 0.0005, -0.0063
O, -1.8168, 8.8144, 18.274, -0.012, 0.0138, 0.0082
O, 2.8975, 8.2018, 16.1855, 0.0072, 0.0039, -0.0424
O, 5.4466, -0.3843, 17.6623, -0.0006, 0, 0.0099
O, 4.6537, -1.6231, 19.8743, -0.001, 0.007, -0.0013
O, 3.494, 9.0657, 29.8478, -0.0048, 0.0515, 0.0319
O, 6.9275, 4.0303, 25.8836, -0.0076, 0.0027, -0.0008
O, 1.3548, 2.6895, 23.9535, 0.0031, 0.0052, -0.0172
O, 7.9848, 0.6814, 23.8285, -0.008, -0.0085, -0.0168
O, 7.2103, -1.9419, 18.9798, 0.0002, 0.0039, -0.0066
O, 4.0582, 10.8004, 25.8009, 0.0008, 0.0016, 0.0022
O, 4.4391, 5.061, 17.7886, 0.0001, 0.0019, -0.0098
O, 8.5376, 2.4735, 20.4705, -0.0013, -0.0004, 0.0018
O, 5.4675, -0.1307, 23.4468, 0.0046, -0.0071, -0.0112
O, 12.2343, 7.8115, 23.4233, -0.0077, 0.0029, -0.0203
O, 6.5477, 1.565, 19.0575, -0.0032, -0.0077, -0.0032
O, 11.8241, 5.2389, 27.2013, -0.0051, 0.006, -0.004
O, 13.9837, 3.6504, 18.7165, -0.0028, -0.0037, -0.0008
O, 3.9108, 1.9474, 24.1225, -0.0033, 0.008, -0.0115
O, 5.0424, 6.3064, 20.0838, 0.0135, -0.0012, 0.0072
O, 13.1348, 11.4682, 26.0715, 0.0019, -0.0026, 0.0044
O, 9.5713, 15.72, 21.0863, -0.0003, -0.002, 0.0011
O, 17.0193, 5.712, 22.6384, 0.006, 0.0005, -0.018
O, 9.5637, 4.2367, 26.4739, -0.0009, -0.0112, 0.0103
O, 4.6008, 3.5146, 27.221, -0.0058, -0.0086, 0.0418
O, 10.8024, 21.6379, 27.0165, -0.0034, -0.005, 0.0126
O, 4.6195, -8.5255, 17.5441, 0.0062, -0.015, 0.0033
O, -0.0704, 13.3957, 27.0325, -0.0027, -0.0019, 0.0025
O, 6.0799, 1.4023, 25.5089, -0.0063, -0.0122, -0.0067
O, 16.2959, 5.26, 25.1754, -0.0094, 0.0014, -0.0183
O, 10.9475, 1.1848, 24.7506, -0.0007, 0.0037, -0.021
O, 5.2917, 7.7141, 17.8346, 0.0009, 0.0051, -0.0098
O, 6.5482, 8.2951, 27.0399, 0.0032, 0.0178, 0.0192
O, 11.3392, 3.7575, 18.2751, -0.0053, -0.0053, 0.0052
O, 4.1426, 7.4826, 27.8598, 0.0121, 0.011, 0.0265
O, 8.7357, 4.4168, 18.629, -0.0077, -0.0061, 0.0136
O, 8.5246, 1.9187, 26.2127, -0.0103, -0.0181, -0.0127
O, 0.4377, 11.716, 22.306, -0.0005, -0.002, -0.0129
O, 3.9237, 0.8399, 19.4048, 0.0014, -0.0089, -0.0034
O, 2.8403, 3.6131, 16.1154, 0.0001, 0.0013, -0.0091
O, 7.0652, 0.3942, 21.3548, 0.001, 0.0025, -0.0089
O, 7.4918, -1.761, 22.8837, 0.0023, -0.017, -0.0101
O, 12.258, 8.049, 17.6961, 0.0021, -0.0019, -0.0206
O, 11.2827, 7.9776, 27.1982, -0.0148, 0.0101, 0.0119
O, 11.3741, 5.4915, 22.8115, 0.0003, -0.0031, -0.0139
O, 2.6915, 2.0718, 21.7593, -0.0011, -0.0012, -0.0101
O, 7.329, 7.0209, 21.4133, -0.0011, -0.0014, -0.0029
O, 8.9784, 8.9594, 27.9464, -0.013, 0.0009, 0.0187
O, -1.2237, 6.2658, 17.6764, -0.0012, -0.0004, -0.0042
O, 10.4426, 8.2883, 15.8367, 0.0085, 0.0085, -0.0034
O, 2.8873, 7.0397, 18.6012, 0.0136, 0.0055, -0.0132
O, 7.7595, -0.5883, 26.11, -0.0065, 0.0039, 0.0053
O, 14.8451, 6.9248, 23.6599, 0.0065, -0.0097, -0.0168
O, 8.8111, 0.1174, 19.3467, 0.0022, 0.0002, 0.0057
O, 13.8446, 10.5019, 20.8439, -0.0008, 0.0077, 0.0013
O, 13.2091, 6.8711, 25.7334, 0.0048, 0.006, -0.0134
O, 9.1369, 8.8453, 20.7991, -0.0042, 0.0006, 0.0067
O, 18.5294, 4.5662, 20.6613, 0.0043, -0.0001, -0.0009
O, 2.3327, 9.2303, 24.7436, -0.0031, -0.0036, -0.0082
O, 5.9888, 5.7493, 27.5222, -0.0009, 0.018, 0.0227
O, 9.5316, 7.4607, 22.9578, -0.0114, 0.0027, -0.0145
O, 13.4782, 7.3934, 31.738, 0.0225, 0.0165, 0.0475
O, 6.4848, 6.0595, 13.3138, -0.0367, 0.0025, -0.0375
O, -1.5247, 0.7629, 30.2868, -0.032, 0.007, 0.0236
O, 6.9995, 1.2247, 14.4706, -0.069, 0.0071, -0.0365
O, 5.9018, 2.2316, 12.2291, 0.0073, 0.0221, -0.0358
O, 2.3585, 5.1892, 30.4267, 0.0386, -0.0065, 0.0372
O, 2.096, 1.926, 31.5741, 0.0335, 0.0893, 0.1059
O, -0.1884, 6.334, 30.4922, -0.0242, -0.0212, 0.0379
O, 0.2564, -0.5414, 31.7696, -0.0145, 0.0097, 0.0325
O, 1.0216, 0.6483, 29.5382, 0.0415, -0.0114, 0.0334
O, 9.2785, 8.1395, 13.567, 0.0196, 0.031, 0.0128
O, 7.8534, 3.4313, 28.3359, -0.017, -0.0026, 0.0059

Results
free energy: -181971.392 eV
free energy less fixed offsets of O -568.88, Si -635.61 eV per atom: -1.682 eV

The program warned: the cutoff lies below the one the program advises for these potential files; the exchange-correlation potential is rough where the density is thin.
